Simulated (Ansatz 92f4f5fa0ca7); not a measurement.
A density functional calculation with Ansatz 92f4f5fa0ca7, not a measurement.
Periodic cell of 223 atoms, Si132O90As1, from a study of silicon, its oxide and their interface. The atomic structure is a simulated model.
Doubt: the cutoff is far below the 930 eV that the study's wrapper takes by default for these files, so forces and energies are approximate.
This geometry differs little from another in the collection (a relaxation step or a small displacement).

Settings
functional: PBE
potential files: Ansatz PAW
basis: plane waves
wave-function cutoff: 580 eV
density cutoff ratio: 5
exchange-correlation grid ratio: 1
k mesh: 1 x 1 x 1, Gamma-centred
self-consistency stop: 5e-08 eV per atom in the density residual
occupations: fixed
spin: none
net charge: +1 e, with a uniform compensating background and no finite-size correction

Cell vectors (angstrom)
a 10.938 0 0
b 0 10.938 0
c 0 0 32.1988

Atoms: element, x, y, z (angstrom)
Si 10.5938 0.2154 24.8466
Si 5.7356 10.6833 24.7209
Si 2.4967 2.9081 24.6352
Si 8.4078 2.424 24.776
As 0.2399 5.1904 24.8874
Si 5.1628 5.7436 24.671
Si 2.984 8.0404 24.5454
Si 7.9395 8.4469 24.7218
Si 1.3334 1.3763 26.0182
Si 6.8393 1.3046 26.1122
Si 4.0515 4.108 25.977
Si 9.5259 3.9685 26.1751
Si 1.4714 6.931 26.0531
Si 6.7652 6.8597 26.006
Si 4.1143 9.5409 25.998
Si 9.4522 9.5864 26.1402
Si 2.7306 -0.005 27.3386
Si 8.1513 -0.0161 27.5604
Si 0.0398 2.6844 27.5161
Si 5.4412 2.7458 27.3593
Si 2.7385 5.4478 27.4394
Si 8.1647 5.5029 27.3725
Si -0.0399 8.2097 27.3941
Si 5.4442 8.1971 27.4457
Si 4.0838 1.3645 28.7409
Si 9.5673 1.3445 28.8623
Si 1.365 4.1102 28.8338
Si 6.8249 4.0942 28.7473
Si 4.1001 6.8264 28.8104
Si 9.5555 6.8239 28.7709
Si 1.3763 9.5734 28.7424
Si 6.7821 9.5448 28.8635
Si 0.0213 -0.028 30.1752
Si 5.4248 0.0121 30.1678
Si 2.7453 2.7219 30.1597
Si 8.192 2.7508 30.1554
Si -0.0235 5.4695 30.1621
Si 5.4809 5.456 30.1586
Si 2.7221 8.2106 30.1386
Si 8.1991 8.1832 30.1745
Si 1.3794 1.356 31.5403
Si 6.8231 1.3767 31.5065
Si 4.1162 4.0873 31.5271
Si 9.5598 4.1006 31.5352
Si 1.3547 6.8485 31.4975
Si 6.8438 6.8159 31.549
Si 4.0767 9.5715 31.5331
Si 9.5788 9.5504 31.5337
Si 2.7374 -0.0061 0.728
Si 8.1968 0.0079 0.6656
Si -0.0031 2.7297 0.6992
Si 5.4837 2.7275 0.706
Si 2.7351 5.4908 0.6555
Si 8.2121 5.4524 0.7276
Si 0.0111 8.186 0.702
Si 5.4661 8.2087 0.696
Si 4.1319 1.3603 2.0786
Si 9.5584 1.3503 2.0568
Si 1.3787 4.1323 2.0263
Si 6.8487 4.0779 2.0889
Si 4.1007 6.8303 2.0567
Si 9.5863 6.8317 2.0762
Si 1.3773 9.5414 2.0759
Si 6.8326 9.5995 2.0498
Si -0.0137 -0.0352 3.3986
Si 5.4966 0.0084 3.4848
Si 2.7739 2.7903 3.3681
Si 8.1948 2.689 3.4666
Si 0.0302 5.472 3.4445
Si 5.4752 5.4658 3.4175
Si 2.769 8.2021 3.4616
Si 8.206 8.2304 3.3863
Si 1.3893 1.3941 4.6309
Si 6.8475 1.3462 4.9235
Si 4.1533 4.0852 4.8137
Si 9.5809 4.0799 4.7702
Si 1.4156 6.8282 4.8324
Si 6.8227 6.8904 4.7336
Si 4.1363 9.5755 4.8552
Si 9.5529 9.551 4.8013
Si 2.7457 0.1167 6.0574
Si 8.207 -0.063 6.2779
Si 0.0286 2.668 6.0494
Si 5.4746 2.7257 6.2992
Si 2.8157 5.4754 6.191
Si 8.1752 5.4813 6.04
Si 0.0115 8.1864 6.1601
Si 5.5271 8.2211 6.2396
Si 3.8351 1.5721 7.6098
Si 9.8414 1.1371 7.4636
Si 1.6263 3.7983 7.3187
Si 6.6562 4.4152 7.4823
Si 4.408 6.6303 7.5549
Si 9.3652 6.9484 7.4111
Si 1.1456 9.9184 7.2937
Si 7.1557 9.2294 7.6768
O 8.3074 8.0881 7.9075
O 2.7153 2.7358 7.9545
O 9.5359 1.3445 24.236
O 4.0588 6.8598 24.1039
O 0.0336 0.0224 7.9587
O 5.5319 5.5087 8.0301
O 6.8476 9.5734 24.1849
O 1.3857 4.0655 24.107
O 3.8639 7.3804 8.939
O 0.7997 4.3755 8.5987
O 9.8108 6.1763 8.8022
O 2.1337 9.3792 8.4822
O 7.5214 3.9263 8.795
O 4.2678 0.9205 9.0691
O 6.7264 9.5597 9.2242
O 9.2114 1.8553 8.8024
O 7.7178 3.1519 23.4944
O 10.3847 5.7301 23.418
O 5.083 0.4382 23.3937
O 5.8705 5.0797 23.3525
O 3.1112 2.2087 23.2722
O 2.3395 8.7443 23.1954
O 8.6387 7.7696 23.3944
O 0.2467 10.297 23.6006
Si 4.3883 1.5674 22.4437
Si 3.4861 7.9328 14.0208
Si 7.115 0.9578 14.6604
Si 0.9586 9.3457 22.5039
Si 1.1816 4.3109 11.8814
Si 6.2631 8.9641 15.3068
Si 0.6749 1.3713 12.2882
Si 8.6304 4.957 20.4818
Si 0.3263 5.7174 9.3636
Si 5.0983 3.1252 17.9331
Si 0.8844 3.7469 16.7348
Si 10.4026 2.8509 19.2144
Si 5.2809 1.1851 10.3504
Si 0.8707 0.1778 19.8248
Si 6.6429 9.4619 10.8668
Si 9.3284 9.6748 18.3067
Si 9.3891 9.2476 12.5617
Si 6.5749 3.8439 22.5554
Si 2.4418 8.0673 9.3772
Si 10.5873 7.37 17.0644
Si 2.5063 6.2936 16.5674
Si 10.1736 4.4935 14.1844
Si 6.1323 9.1813 18.5013
Si 7.9688 2.5722 9.5822
Si 8.8776 2.146 12.4516
Si 5.3301 6.2453 18.0563
Si 3.9177 0.5545 19.4478
Si 4.2783 3.8427 12.0465
Si 5.5398 6.6036 12.1329
Si 8.0072 2.5057 17.2105
Si 4.3574 2.4805 14.9598
Si 1.5366 1.2143 15.2492
Si 1.5663 9.4181 12.0382
Si 8.0483 6.8537 13.8586
Si 10.3787 9.8389 15.4747
Si 9.797 7.0013 22.5404
Si 8.1016 5.4901 17.387
O 6.0436 7.9617 11.2848
O 6.0107 9.2051 16.887
O 7.6759 1.3657 13.191
O 0.8933 1.7495 13.8583
O 9.4206 6.2626 16.8687
O 6.7562 6.2054 13.1319
O 5.1283 4.661 18.6068
O 9.2232 2.1653 18.272
O 2.3581 0.0929 19.0773
O 9.4031 10.2315 16.7523
O 2.7888 4.4354 11.7078
O 5.0585 10.32 19.1006
O 9.4235 3.2416 13.4938
O 0.4485 1.7651 19.9576
O 3.1506 1.3638 15.0591
O 8.1642 5.3878 19.006
O 3.8842 6.6002 17.3876
O 4.5715 3.2832 16.3816
O 9.0601 5.6696 14.3062
O 5.4551 2.754 22.126
O 10.6678 4.1523 15.6838
O 0.347 3.8689 18.2756
O 10.4113 10.5174 19.2068
O 9.6417 10.0293 14.0178
O 10.9638 8.0565 22.1456
O 1.188 2.1622 16.5238
O 9.7382 3.7601 20.4091
O 8.1263 4.0339 16.6724
O -0.0444 9.1052 11.8954
O 6.5822 2.4201 18.007
O 5.582 10.7208 11.1941
O 7.7425 9.5895 18.8358
O 10.0256 1.0277 12.0534
O 1.3136 6.9586 9.0454
O 0.6232 4.7668 13.3496
O 5.7008 7.6218 18.9764
O 5.2358 5.0881 11.5114
O 2.7106 6.9902 15.1096
O 0.9068 2.7494 11.4584
O 0.8569 10.6881 15.544
O 2.399 8.5886 10.9056
O 4.6969 2.4349 11.2653
O 4.2548 3.511 13.6749
O 2.2005 4.6836 16.4761
O 10.7034 8.2524 15.6879
O 6.9283 10.2906 14.6624
O 2.3391 8.9581 13.418
O 8.0298 1.5208 15.9056
O 4.1218 6.9973 12.8461
O 4.174 2.0123 18.7234
O 7.2967 4.4303 21.2465
O 8.4058 2.9301 11.1038
O 1.1735 6.8613 17.3518
O 5.6506 1.5733 14.761
O 8.1294 9.7599 11.5806
O 9.2015 6.2993 21.2183
O 8.9555 7.7175 12.8461
O 1.6489 0.1236 11.8682
O 6.6344 6.1499 17.0519
O 7.3961 7.8024 15.0348
O 1.1822 10.2838 21.2113
O 10.0303 8.201 18.3479
O 3.9378 0.8445 21.072
O 0.3452 5.3436 10.9297
O 6.6929 1.5768 9.6285
O 4.7758 8.7071 14.6712

Results
free energy: -139958.627 eV
free energy less fixed offsets of As -4856.12, O -568.88, Si -635.61 eV per atom: -2.787 eV

Forces (eV/angstrom), in the order of the atoms: element, x, y, z
Si 0.0025 0.0022 0.0094
Si 0.0042 -0.0072 0.0189
Si -0.0101 0.0088 0.0039
Si 0.0076 0.0015 0.005
As 0.0022 -0.0164 -0.0406
Si -0.0012 -0.0005 0.0158
Si -0.0004 -0.0044 0.0083
Si 0.0008 -0.0025 0.0083
Si -0.0062 -0.0012 -0.0031
Si -0.0004 0.0006 -0.0025
Si 0.0003 0.0076 -0.0042
Si 0.0004 -0.0021 0.0006
Si 0.0037 -0.0005 0
Si -0.0035 0.0004 -0.0013
Si 0.0024 -0.0019 0
Si 0.0011 0 -0.0032
Si -0.001 -0.0006 0.0017
Si -0.001 -0.0036 0.0017
Si 0.0022 0.0027 -0.001
Si 0.0002 -0.0001 0.0028
Si -0.0001 -0.0027 0.0004
Si 0.0003 0 -0.0009
Si -0.0016 0.0006 -0.0005
Si 0.0016 0.0013 -0.0023
Si 0.0004 -0.0005 -0.0002
Si 0.0016 0.0007 0.0011
Si -0.0021 0.0017 -0.0006
Si 0.0013 -0.0006 -0.0006
Si 0.0001 0.0003 -0.0015
Si -0.0002 -0.0014 0
Si 0.0042 -0.001 -0.0006
Si -0.0023 0.0007 0.0008
Si -0.0024 0.0011 -0.0003
Si 0.0014 -0.001 -0.0009
Si 0.0006 0.0004 -0.0011
Si -0.0013 -0.0003 -0.0004
Si 0.0018 -0.0009 -0.0006
Si -0.0009 0.0001 0.0001
Si -0.0013 -0.0006 0.0001
Si 0 0.0013 -0.0015
Si 0.001 0.0001 -0.0006
Si 0.0001 0 0
Si -0.0003 -0.0004 0
Si 0.0007 0.0004 -0.0005
Si 0.0001 -0.0006 0.0002
Si 0.0002 -0.0004 -0.0005
Si 0.0004 0.0003 -0.0007
Si -0.0001 -0.0003 0.0002
Si 0.0005 -0.0005 0.0002
Si -0.0007 0 0.0003
Si -0.0009 0.0009 0.0002
Si 0.0004 0.0001 -0.0002
Si -0.0012 0.0009 0.0003
Si 0.0002 -0.0013 0.0002
Si 0.0012 -0.0003 -0.0002
Si -0.0007 0.0004 0.0003
Si -0.001 0.0011 0
Si 0.0001 -0.0005 0
Si 0.0027 -0.0011 0.0007
Si -0.0008 0.001 0
Si -0.0003 -0.0012 0.0001
Si -0.0004 0.0011 0
Si -0.0019 0.0005 0.0002
Si 0.0019 -0.0006 0.0002
Si -0.0005 -0.0022 -0.001
Si 0.0006 0.0001 0.0019
Si 0.0009 0.0028 -0.0022
Si -0.0013 -0.0014 0.0008
Si 0.0004 0.0005 0.0002
Si -0.0007 -0.0011 0.0002
Si 0.0013 0.0003 0.0011
Si -0.0003 0.0009 -0.0007
Si -0.0003 0 0.0006
Si 0.0003 0.0002 -0.0015
Si -0.0002 0.0003 -0.0009
Si 0.0001 -0.0003 0.0001
Si 0.0002 -0.0002 -0.0005
Si 0.0005 -0.0001 0.0004
Si -0.0004 -0.0005 -0.0012
Si 0.0001 0.0001 -0.0005
Si -0.0001 -0.0016 0.0013
Si 0.0006 0.0008 0.0006
Si 0.0002 0.0008 0.0016
Si 0.0003 0 0.0004
Si -0.0002 -0.0007 0.0007
Si -0.0002 0.001 0.0012
Si -0.0006 -0.0001 0.0004
Si -0.0004 -0.0001 0.0013
Si -0.0013 0.0011 -0.0036
Si 0.0004 -0.0014 -0.0044
Si 0.0003 -0.0004 -0.0036
Si -0.0007 0.0002 -0.0034
Si 0.001 0.0002 -0.0043
Si -0.0013 0.0008 -0.0045
Si 0 0.0012 -0.0024
Si 0.0007 -0.0018 -0.0056
O 0.0003 0.0002 0.0016
O 0.0006 0.0007 0.0007
O -0.0035 -0.0003 -0.0004
O -0.0007 0.002 -0.0056
O -0.0003 -0.0002 0.001
O -0.0005 -0.0005 0.001
O 0.0013 0.0006 -0.01
O -0.0165 0.0194 0.0065
O -0.0018 0.0015 0.0034
O -0.0013 0.0018 0.0035
O 0.0017 -0.0013 0.0034
O 0.0016 -0.0022 0.0034
O 0.0017 -0.0022 0.0037
O 0.0019 -0.0009 0.0047
O -0.0009 0.0007 0.006
O -0.002 0.0017 0.0037
O -0.0019 0 -0.0039
O 0.0095 0.0155 0.0148
O -0.0027 0.0028 -0.0095
O 0.0037 -0.0038 -0.0079
O -0.0026 -0.0004 -0.0028
O -0.0019 0.0031 -0.0052
O 0.0146 -0.0093 -0.0063
O 0.0024 -0.0038 -0.0064
Si -0.0006 0.0043 0.0036
Si -0.0003 0 -0.0002
Si 0.0003 0.0005 0.0003
Si 0.0012 -0.0007 0.007
Si -0.0007 0.0008 -0.0016
Si -0.0001 0.0001 0.0012
Si 0.0001 0.0001 -0.0006
Si -0.0012 0.0014 0.0067
Si -0.0009 -0.0003 -0.0039
Si -0.0009 -0.0008 0.0026
Si -0.0006 0.0001 0.0022
Si 0.0002 0.0007 0.0046
Si -0.0004 -0.0006 -0.0037
Si 0.0012 -0.0016 0.0058
Si -0.0007 0.0009 -0.0041
Si 0.0011 0.0008 0.0029
Si -0.0004 0.0004 -0.0007
Si -0.0005 0.0016 0.0069
Si 0.0008 0.0003 -0.0041
Si -0.0006 0 0.0017
Si -0.0001 -0.0001 0.0011
Si 0.0003 -0.0003 0.0004
Si -0.0006 0.0008 0.0021
Si 0.0007 0.0011 -0.0042
Si -0.0006 0.0007 -0.0018
Si 0.0006 -0.0004 0.0017
Si -0.0016 0.0008 0.0055
Si 0.0002 -0.0006 -0.001
Si 0 0.0005 -0.001
Si 0.0004 0.0003 0.0021
Si -0.0001 0.0006 0.0007
Si -0.0003 0.0004 0.0009
Si 0.0008 -0.0007 -0.0018
Si -0.0001 0.0001 0
Si -0.0004 0.0001 0.001
Si 0.0036 -0.0141 0.0223
Si 0.0001 -0.0002 0.003
O -0.0003 -0.0011 0.0011
O 0.0001 -0.0001 -0.0016
O -0.0003 -0.0002 0.0005
O 0.0001 0 0.0003
O 0.0003 0.0004 -0.0009
O 0.0004 0 0.0002
O -0.0001 0.0005 -0.001
O -0.0011 -0.0002 -0.0017
O 0.0006 0.0002 -0.0016
O 0.0001 0.0001 -0.0015
O 0.0002 -0.0001 0.0002
O 0.0013 -0.0013 -0.0012
O 0.0001 0.0003 0.0002
O -0.0007 0.0005 -0.0016
O 0 -0.0001 -0.0004
O -0.0012 0.0007 -0.0049
O -0.0006 0.0002 -0.0006
O -0.0002 0 -0.0013
O -0.0002 0.0002 -0.0003
O 0.0002 -0.0005 -0.0024
O -0.0002 0.0002 -0.0007
O 0.0007 0.0004 -0.002
O -0.0017 -0.0006 -0.0019
O 0 0.0002 0.0003
O -0.0071 -0.0045 0
O 0.0001 -0.0001 -0.0009
O 0.0012 -0.0014 -0.0019
O -0.0003 0 -0.0012
O -0.0005 0.0002 0.0003
O 0.0003 0.0001 -0.0009
O 0 -0.0004 0.001
O -0.0003 -0.0001 -0.0007
O 0.0002 -0.0001 0.0002
O -0.0001 0 0.0012
O -0.0004 0.0001 0.0004
O -0.0001 -0.0001 -0.0006
O -0.0001 0.0003 0.0003
O 0 0.0001 -0.0003
O 0 -0.0003 0.0004
O 0 0 -0.0004
O -0.0008 0.001 0.0028
O -0.0006 0.0016 0.0014
O -0.0001 -0.0002 0.0006
O 0.0002 0.0003 -0.0006
O 0.0001 0.0002 -0.0007
O -0.0002 -0.0001 -0.0002
O 0.0003 -0.0001 0.0006
O -0.0003 -0.0003 -0.0009
O -0.0003 0.0003 0.0004
O 0.0008 0.0012 -0.0019
O 0.0017 0.0005 -0.0047
O 0.0007 -0.0003 0.0027
O 0.0002 0 -0.0007
O 0.0001 -0.0002 -0.0003
O 0.0013 -0.0002 0.0012
O 0.0005 -0.0008 -0.0026
O -0.0002 -0.0003 0.0002
O -0.0003 0.0003 0.0002
O -0.0003 0.0002 -0.0011
O -0.0001 0.0002 -0.0002
O -0.0004 0.0028 -0.0049
O -0.0001 -0.0003 -0.0011
O -0.0001 -0.0028 -0.0084
O 0.0006 -0.001 0.0025
O -0.0007 -0.0003 0.0013
O 0.0001 0.0001 -0.0001

The program warned: the cutoff lies below the one the program advises for these potential files; the exchange-correlation potential is rough where the density is thin.
